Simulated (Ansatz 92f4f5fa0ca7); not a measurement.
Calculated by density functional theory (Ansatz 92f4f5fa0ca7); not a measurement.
Periodic cell of 226 atoms, Si133O92B1, from a study of silicon, its oxide and their interface. The atomic structure is a simulated model.
Doubt: the cutoff is far below the 930 eV that the study's wrapper takes by default for these files, so forces and energies are approximate.
This geometry differs little from another in the collection (a relaxation step or a small displacement).

Settings: functional PBE; potential files Ansatz PAW; basis plane waves; wave-function cutoff 580 eV; density cutoff ratio 5; exchange-correlation grid ratio 1; k mesh 1 x 1 x 1, Gamma-centred; self-consistency stop 5e-08 eV per atom in the density residual; occupations fixed; spin none; net charge -1 e, with a uniform compensating background and no finite-size correction.

Cell vectors (angstrom)
a, 10.938, 0, 0
b, 0, 10.938, 0
c, 0, 0, 31.9494

Atoms: element, x, y, z (angstrom)
Si, 10.6265, 0.0009, 24.426
Si, 5.0744, 0.1271, 24.6716
Si, 2.8188, 2.2943, 24.5396
Si, 8.57, 2.4361, 24.5673
Si, 10.7049, 5.5887, 24.3442
Si, 5.1574, 5.615, 24.4599
Si, 2.9875, 7.9526, 24.4127
Si, 8.4141, 7.8316, 24.4256
Si, 1.2919, 1.1311, 25.8517
Si, 6.816, 1.3287, 25.7481
Si, 3.984, 4.0108, 25.742
Si, 9.6867, 4.0212, 25.8609
Si, 1.3378, 6.7941, 25.6787
Si, 6.8032, 6.7229, 25.7639
Si, 4.001, 9.4672, 25.9643
Si, 9.4827, 9.4402, 25.8102
Si, 2.6359, -0.1351, 27.3039
Si, 8.1412, -0.0661, 27.1576
Si, 0.0779, 2.6547, 27.2264
Si, 5.4523, 2.7199, 27.1236
Si, 2.6665, 5.4166, 27.1234
Si, 8.1928, 5.3689, 27.1481
Si, 0.0121, 8.1517, 27.1444
Si, 5.5102, 8.1424, 27.197
Si, 4.09, 1.325, 28.5127
Si, 9.5459, 1.315, 28.5231
Si, 1.3916, 4.0652, 28.5849
Si, 6.8096, 4.0585, 28.5387
Si, 4.0818, 6.775, 28.506
Si, 9.5631, 6.7772, 28.4988
Si, 1.2924, 9.4768, 28.6463
Si, 6.8268, 9.5362, 28.5804
Si, -0.0399, -0.0222, 29.9508
Si, 5.4543, -0.015, 29.9191
Si, 2.7765, 2.7122, 29.9211
Si, 8.189, 2.7032, 29.8949
Si, -0.0141, 5.4382, 29.915
Si, 5.4598, 5.4459, 29.9057
Si, 2.738, 8.1415, 29.9306
Si, 8.2282, 8.1724, 29.8989
Si, 1.3725, 1.371, 31.2761
Si, 6.8284, 1.3671, 31.2834
Si, 4.1222, 4.0837, 31.2999
Si, 9.5488, 4.0809, 31.2803
Si, 1.3609, 6.8079, 31.3005
Si, 6.8347, 6.8387, 31.2644
Si, 4.0894, 9.5566, 31.2863
Si, 9.5565, 9.5419, 31.3104
Si, 2.741, 0.0131, 0.7066
Si, 8.2094, 0.0163, 0.6937
Si, 0.0171, 2.7516, 0.7058
Si, 5.4945, 2.7493, 0.735
Si, 2.7469, 5.4587, 0.7059
Si, 8.2072, 5.492, 0.6972
Si, 0.0208, 8.2128, 0.7351
Si, 5.4879, 8.2209, 0.7074
Si, 4.104, 1.3909, 2.0885
Si, 9.6118, 1.3566, 2.0629
Si, 1.3634, 4.1442, 2.0894
Si, 6.8494, 4.1558, 2.0891
Si, 4.1081, 6.8496, 2.0618
Si, 9.5867, 6.8435, 2.0939
Si, 1.3781, 9.6172, 2.1002
Si, 6.845, 9.6287, 2.0671
Si, 0.0412, 0.0518, 3.5191
Si, 5.491, 0.0459, 3.4655
Si, 2.7195, 2.7711, 3.4364
Si, 8.2863, 2.7921, 3.3697
Si, 0.035, 5.5222, 3.5085
Si, 5.4649, 5.5241, 3.4747
Si, 2.745, 8.2266, 3.4232
Si, 8.2507, 8.2955, 3.4064
Si, 1.3629, 1.5024, 4.9022
Si, 6.923, 1.4803, 4.7326
Si, 4.0195, 4.1757, 4.8124
Si, 9.6505, 4.0623, 4.8278
Si, 1.4036, 6.9419, 4.882
Si, 6.853, 6.9954, 4.7513
Si, 4.102, 9.5787, 4.7927
Si, 9.6306, 9.577, 4.8719
Si, 2.774, 0.0538, 6.1333
Si, 8.3179, 0.1484, 6.1092
Si, 0.1533, 2.9525, 6.4224
Si, 5.5177, 2.8463, 6.0599
Si, 2.6132, 5.4723, 6.2639
Si, 8.3025, 5.6091, 5.9577
Si, 0.0778, 8.2874, 6.3844
Si, 5.4808, 8.2925, 6.2252
Si, 4.4376, 1.1952, 7.3377
Si, 9.8707, 1.2292, 7.6032
B, 1.1872, 4.5394, 7.5713
Si, 6.6531, 4.5645, 7.2086
Si, 4.2733, 6.6635, 7.5099
Si, 9.8555, 6.52, 7.521
Si, 1.2929, 9.9556, 7.6898
Si, 6.7242, 9.9631, 7.3984
O, 9.5862, 1.2392, 23.9795
O, 4.1064, 6.8038, 23.9442
O, 4.0091, 1.2408, 24.0342
O, 9.5332, 6.7016, 23.897
O, 0.1001, 5.4579, 7.9737
O, 5.5829, 0.1291, 7.9283
O, 0.0915, 0.111, 8.127
O, 5.5472, 5.6302, 7.8508
O, 7.6182, 3.9739, 8.3916
O, 8.8391, 6.9857, 8.784
O, 2.196, 9.4727, 9.0336
O, 8.9075, 1.6902, 8.9179
O, 7.6371, 9.3982, 8.663
O, 3.5999, 1.8635, 8.5807
O, 3.5922, 7.219, 8.9429
O, 1.9708, 4.0433, 8.7008
O, 8.1429, 3.4849, 23.3532
O, 0.4441, 4.9313, 22.9552
O, 1.9024, 2.7407, 23.2421
O, 5.834, 4.9111, 23.1219
O, 5.5189, 10, 23.4975
O, 2.4447, 8.6863, 23.0208
O, 0.1905, 10.0684, 23.0854
O, 7.7789, 8.5733, 23.0782
Si, 8.6559, 7.7049, 18.4349
Si, 8.7752, 6.3605, 13.628
Si, 3.7855, 1.5427, 14.6599
Si, 2.1312, 5.7444, 17.6132
Si, 2.4109, 3.1462, 19.4919
Si, 9.8163, 9.0283, 12.0689
Si, 1.3307, 9.4182, 22.0805
Si, 9.1764, 0.9682, 13.1843
Si, 1.4089, 5.0629, 13.0105
Si, 1.7997, 8.2585, 12.7944
Si, 6.6475, 9.5559, 22.4304
Si, 4.5169, 4.5951, 15.6709
Si, 8.194, 3.0263, 9.5496
Si, 0.8418, 8.246, 19.2572
Si, 6.9494, 1.3506, 21.0896
Si, 8.2676, 8.2596, 9.6394
Si, 10.8758, 5.2107, 15.5981
Si, 7.5659, 9.5071, 16.3037
Si, 9.9297, 2.0592, 20.2938
Si, 3.231, 8.5124, 9.892
Si, 6.6849, 3.3568, 17.3955
Si, 1.1646, 0.2088, 19.8024
Si, 3.193, 2.8284, 12.2205
Si, 7.2119, 5.4, 19.6801
Si, 5.7779, 8.6502, 11.5028
Si, 5.7795, 6.0654, 13.1643
Si, 4.6341, 9.7175, 17.6133
Si, 1.0187, 3.5977, 22.1799
Si, 4.8947, 1.4905, 18.7981
Si, 3.0982, 3.1591, 9.4251
Si, 6.4562, 10.813, 13.7534
Si, 10.3513, 0.1235, 15.9595
Si, 5.6049, 3.6733, 11.0756
Si, 9.8245, 3.9036, 11.8942
Si, 2.3463, 9.9332, 15.5205
Si, 6.0751, 8.1326, 19.7957
Si, 6.9347, 3.973, 22.3779
Si, 9.7484, 2.7807, 17.3601
O, 7.1823, 6.3742, 13.9565
O, 1.8823, 7.0581, 18.668
O, 10.287, 4.0368, 16.5209
O, 6.168, 9.974, 17.0486
O, 10.1498, 0.7178, 14.463
O, 8.4417, 6.1234, 18.8555
O, 5.1594, 0.6791, 14.3665
O, 5.7108, 2.0626, 17.5176
O, 8.3448, 1.9418, 20.5444
O, 1.9895, 4.3005, 18.401
O, 6.9076, 2.8158, 10.5655
O, 4.826, 2.7046, 12.1368
O, 6.0154, 4.3913, 16.3272
O, 4.48, 3.9835, 9.9005
O, 10.689, 2.7732, 21.5509
O, 9.7029, 6.1681, 14.977
O, 6.0047, 6.4962, 19.8352
O, 4.0785, 0.1785, 18.2767
O, 9.2622, 10.5502, 12.2775
O, 2.8366, 4.3621, 12.6981
O, 1.9102, 10.7006, 21.208
O, 3.9898, 2.726, 19.3853
O, 0.7355, 10.0545, 15.9553
O, 1.275, 9.8046, 18.8326
O, 1.71, 1.6652, 19.2736
O, 8.9424, 10.3897, 16.4838
O, 4.8761, 8.5931, 18.7821
O, 9.582, 8.7551, 10.4829
O, 6.7356, 4.1012, 18.8418
O, 2.8226, 1.7241, 13.3422
O, 5.8264, 8.7781, 21.2606
O, 2.4636, 2.519, 10.8087
O, 7.6081, 4.8491, 21.1656
O, 5.2195, 7.4783, 12.5279
O, 0.4324, 9.0706, 12.499
O, 7.5849, 1.0574, 13.57
O, 7.0993, 9.6377, 14.737
O, 8.97, 5.0214, 12.7177
O, 8.0851, 8.0451, 16.9092
O, 6.2122, 2.5761, 21.8959
O, 2.4607, 9.0664, 14.0992
O, 0.403, 4.5045, 11.8566
O, 0.8157, 8.3162, 20.9293
O, 9.3384, 3.8488, 10.3578
O, 9.6578, 2.3872, 12.5247
O, 7.6216, 8.5699, 19.3911
O, 2.5691, 8.1867, 11.3602
O, 3.9809, 3.0525, 15.3262
O, 0.8223, 4.5033, 14.4299
O, 10.047, 3.0001, 18.9534
O, 9.1464, 7.804, 12.946
O, 10.5113, 0.5377, 20.073
O, 6.0087, 5.0298, 11.9062
O, 8.1468, 2.7533, 17.011
O, 3.5196, 5.465, 16.7024
O, 4.6876, 9.1286, 10.3681
O, 1.528, 6.6829, 13.1705
O, 4.7533, 5.4965, 14.3202
O, 2.0408, 3.8565, 20.9212
O, 10.5409, 1.4115, 16.9494
O, 0.9323, 6.0732, 16.5541
O, 7.3357, 10.95, 21.9292
O, 5.9297, 0.9166, 19.912
O, 6.1147, 10.0071, 12.3714
O, 2.8491, 0.555, 15.5525
O, 7.0795, 7.9729, 10.7499
O, 10.2428, 8.0189, 18.6841
O, 3.4471, 9.2162, 16.5659

Results
free energy: -137021.984 eV
free energy less fixed offsets of B -154.04, O -568.88, Si -635.61 eV per atom: 5.146 eV

Forces (eV/angstrom), in the order of the atoms: element, x, y, z
Si, 0.0048, 0.005, 0.0161
Si, -0.0013, 0.0043, 0.0138
Si, 0.0002, -0.0011, 0.0141
Si, 0.0001, -0.0035, 0.0129
Si, -0.0046, -0.0014, 0.019
Si, -0.0004, 0.002, 0.0145
Si, 0.0015, -0.0003, 0.0169
Si, -0.0007, -0.0037, 0.0149
Si, 0.0021, -0.0013, -0.0006
Si, 0.0026, -0.0003, -0.0049
Si, -0.0002, 0.0015, -0.0043
Si, 0.003, 0, -0.0016
Si, 0.0027, 0.0007, -0.0053
Si, -0.0004, 0.0004, -0.0016
Si, -0.001, 0.0006, -0.0003
Si, 0.0003, -0.0006, -0.005
Si, -0.0051, -0.0018, 0.0024
Si, -0.0079, -0.0044, -0.0012
Si, 0.0029, 0.0015, -0.001
Si, 0.0024, 0.0024, -0.0013
Si, -0.0033, -0.0067, -0.0037
Si, -0.0017, -0.0024, -0.004
Si, -0.0018, -0.0016, -0.0016
Si, 0.0016, 0, -0.0027
Si, -0.0069, -0.0065, 0.0023
Si, 0.0046, 0.0072, 0.0034
Si, -0.0114, 0.0004, -0.0057
Si, 0.0002, 0.0009, -0.0025
Si, 0.0014, 0.0096, 0.0042
Si, -0.0042, 0.0026, 0.005
Si, 0.0115, 0.0104, -0.0174
Si, -0.0018, 0.0009, -0.0065
Si, -0.0054, 0.0045, 0.0048
Si, 0.0002, 0.0042, 0.0002
Si, 0.0047, -0.0055, -0.0001
Si, 0.0035, -0.0044, 0.0003
Si, 0.0069, -0.0008, -0.0004
Si, -0.0001, -0.0005, 0.0011
Si, 0.0056, -0.0098, 0.0039
Si, 0.0053, -0.0049, -0.0019
Si, 0.0016, -0.0003, -0.001
Si, -0.003, 0, 0.0002
Si, -0.0016, 0.0001, 0.0015
Si, -0.0009, -0.0007, 0.0001
Si, -0.0048, 0.0015, 0.0005
Si, 0.0002, 0.0008, 0.0001
Si, -0.0021, 0.0022, -0.0007
Si, 0.0001, -0.0003, 0.0016
Si, 0.0019, 0.0003, 0.0009
Si, 0.0036, 0.0025, -0.0004
Si, -0.0017, 0.0003, 0.0008
Si, 0.0029, 0.0011, 0.0019
Si, 0.0011, -0.0028, -0.0011
Si, -0.0002, -0.0024, 0.0005
Si, 0.0071, 0.0013, 0.0009
Si, -0.0002, -0.0029, 0.0026
Si, -0.0021, 0.0006, 0.0001
Si, 0.0012, -0.0066, -0.0029
Si, -0.0029, 0.0025, -0.0026
Si, -0.0089, -0.0031, 0.0034
Si, -0.0005, 0.0107, -0.0012
Si, 0.0045, 0.0001, -0.0013
Si, -0.0142, 0.0015, 0.0022
Si, -0.0047, 0.0036, -0.0014
Si, 0.0132, -0.0016, -0.0034
Si, -0.001, 0.0012, -0.0036
Si, 0.0087, -0.0015, -0.0053
Si, 0.0005, 0.0096, 0.0108
Si, -0.009, -0.0039, -0.016
Si, 0.0076, -0.011, -0.0045
Si, 0.0038, -0.0057, -0.0004
Si, -0.0121, -0.0128, 0.0062
Si, -0.0174, -0.0071, 0.014
Si, 0.0032, 0.0115, 0.0009
Si, -0.0069, 0.0016, 0.0091
Si, -0.0124, -0.0251, -0.002
Si, 0.0116, 0.0216, 0.0069
Si, 0.0197, 0.0039, -0.0036
Si, -0.0041, 0.0008, -0.0016
Si, 0.0051, 0.0077, 0.0113
Si, -0.0071, 0.004, 0.0139
Si, 0.0126, 0.0004, 0.0115
Si, 0.032, 0.0257, 0.0233
Si, -0.0007, -0.0151, 0.0046
Si, 0.0286, 0.007, 0.004
Si, -0.0056, 0.0019, 0.0094
Si, -0.0144, -0.0106, 0.0141
Si, 0.0025, 0.0067, 0.0013
Si, -0.0008, 0.0002, -0.0273
Si, -0.0062, -0.0356, -0.0383
B, -0.0255, -0.0588, -0.0498
Si, 0.0077, -0.0015, -0.0063
Si, 0.0137, 0.0005, 0.0145
Si, 0.0029, 0.0339, -0.0438
Si, 0.0126, 0.0091, -0.0528
Si, -0.0004, 0.0034, 0.0091
O, -0.004, 0.0011, -0.0038
O, -0.0017, -0.0019, -0.005
O, 0.0014, -0.0023, -0.0044
O, 0, 0.0002, -0.0055
O, -0.0167, 0.0149, 0.0153
O, -0.0013, 0.0075, 0.0005
O, -0.0052, -0.0011, 0.0257
O, 0.0031, -0.0127, -0.015
O, -0.0055, 0.0097, 0.0034
O, -0.0107, 0.0029, 0.0248
O, 0.0113, -0.0101, 0.0212
O, -0.0124, 0.0226, 0.0137
O, 0.0005, -0.0001, -0.0022
O, 0.0035, -0.0024, 0.0094
O, -0.0037, 0.0009, -0.0001
O, 0.0089, 0.0021, 0.0248
O, -0.0038, 0.0035, -0.0087
O, 0.0051, -0.0059, -0.0109
O, -0.0046, 0.0029, -0.0105
O, 0.006, -0.0057, -0.0107
O, 0.0032, -0.0028, -0.0071
O, -0.0051, 0.0044, -0.0117
O, 0.005, -0.0064, -0.013
O, -0.0055, 0.0064, -0.0104
Si, -0.0001, -0.0002, 0.0022
Si, -0.0008, -0.0011, -0.0101
Si, 0.0002, -0.0007, -0.0071
Si, -0.0001, -0.0002, 0.0001
Si, -0.0005, -0.0003, 0.0056
Si, -0.0005, -0.0014, -0.012
Si, -0.0013, -0.0002, 0.0132
Si, 0.0011, -0.0002, -0.0084
Si, 0.0007, 0.0004, -0.0091
Si, 0.0019, -0.0002, -0.0116
Si, 0.002, -0.0022, 0.01
Si, 0.0003, 0.0005, -0.0053
Si, 0.0045, -0.0093, -0.0097
Si, 0.0001, 0.0011, 0.0053
Si, 0.0005, 0.0002, 0.0066
Si, 0.0032, -0.0074, -0.015
Si, 0, 0.0001, -0.005
Si, -0.0003, -0.0004, -0.004
Si, 0.0002, -0.0001, 0.0068
Si, -0.0076, 0.0036, -0.0145
Si, 0.0001, 0.0004, -0.0006
Si, 0.0005, -0.0004, 0.0059
Si, -0.0008, 0.0016, -0.0076
Si, 0, -0.0003, 0.0062
Si, -0.0005, -0.0013, -0.0113
Si, -0.0004, 0.0009, -0.01
Si, -0.0003, -0.0003, 0
Si, 0.0007, 0.0018, 0.0121
Si, -0.0002, 0, 0.0034
Si, -0.0149, 0.0148, -0.0224
Si, -0.0003, -0.0015, -0.0091
Si, 0, 0, -0.0049
Si, -0.0012, 0.002, -0.0051
Si, -0.0013, 0.002, -0.0107
Si, 0.0004, -0.0007, -0.0058
Si, 0.0001, 0.0004, 0.006
Si, -0.0015, 0.003, 0.0106
Si, 0, -0.0002, 0.0001
O, 0.0003, -0.0003, 0.0041
O, 0.0006, -0.0014, -0.0016
O, -0.0003, 0.0006, 0.0015
O, 0.0007, 0, 0.0009
O, 0.0001, -0.0001, 0.0036
O, 0.0004, 0.0007, -0.0011
O, -0.0005, 0.0006, 0.004
O, 0.0005, 0.0005, 0
O, 0.0008, -0.0001, -0.0028
O, -0.0001, 0.0009, -0.0012
O, -0.0018, -0.0009, 0.0041
O, -0.0007, -0.0019, 0.0054
O, -0.0004, 0, 0.0014
O, 0.003, 0.0009, 0.0052
O, -0.0016, -0.0016, -0.0052
O, 0.0002, -0.0002, 0.0034
O, 0, 0.0001, -0.0022
O, 0, -0.0006, -0.0009
O, -0.0003, 0.0019, 0.0053
O, -0.0003, -0.0012, 0.0032
O, 0, 0.0012, -0.005
O, 0.0006, -0.0003, -0.0018
O, -0.0001, -0.0001, 0.0026
O, 0.0001, -0.0002, -0.0019
O, 0.0003, 0, -0.0018
O, 0, -0.0001, 0.0019
O, -0.0005, 0.0004, -0.002
O, 0.0023, 0.0014, 0.0086
O, -0.0003, -0.001, -0.0022
O, 0.0007, 0.0002, 0.0037
O, -0.001, -0.0015, -0.0063
O, -0.0003, -0.0039, 0.011
O, 0.0005, 0.0013, -0.0058
O, -0.0001, -0.001, 0.0055
O, -0.0005, -0.0002, 0.0046
O, 0.0002, -0.0003, 0.0037
O, 0, -0.0003, 0.004
O, 0.001, -0.0006, 0.0043
O, -0.0003, 0.0004, 0.0008
O, -0.0002, -0.002, -0.0041
O, -0.0001, 0.0003, 0.004
O, 0.0005, 0.0004, 0.0042
O, -0.0005, -0.0014, -0.0063
O, 0.0018, 0.0017, 0.0057
O, -0.0003, -0.0013, 0.0044
O, 0.0012, -0.0003, -0.0022
O, -0.0009, -0.0015, 0.008
O, 0.0001, 0, 0.0033
O, 0.0006, -0.0003, 0.003
O, -0.0004, 0.0003, -0.0029
O, 0.0005, -0.0004, 0.005
O, 0.0001, -0.0002, -0.0024
O, -0.0001, 0, 0.0047
O, 0.0001, 0, 0.001
O, 0.0001, -0.0001, 0.0014
O, 0.0022, 0.0005, 0.0049
O, -0.0009, -0.0007, 0.0048
O, 0.0003, -0.0007, 0.0041
O, 0.0011, -0.0003, -0.0055
O, 0.0003, -0.0002, 0.001
O, -0.0006, -0.0002, 0.0013
O, -0.0004, 0.0015, -0.0039
O, -0.0013, -0.0003, -0.003
O, 0.0005, 0.0024, 0.0059
O, 0.0001, 0, 0.0026
O, -0.0016, -0.0005, 0.0068
O, -0.0007, -0.0003, -0.0012
O, 0.0001, 0.0004, 0.0011

The program warned: the cutoff lies below the one the program advises for these potential files; the forces do not sum to zero within the program's tolerance; the exchange-correlation potential is rough where the density is thin.
